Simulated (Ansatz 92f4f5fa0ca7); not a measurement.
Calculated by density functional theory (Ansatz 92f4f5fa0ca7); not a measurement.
Periodic cell of 224 atoms, Si133O90H1, from a study of silicon, its oxide and their interface. The atomic structure is a simulated model.
Doubt: the cutoff is far below the 930 eV that the study's wrapper takes by default for these files, so forces and energies are approximate.

Settings: functional PBE; potential files Ansatz PAW; basis plane waves; wave-function cutoff 580 eV; density cutoff ratio 5; exchange-correlation grid ratio 1; k mesh 1 x 1 x 1, Gamma-centred; self-consistency stop 5e-08 eV per atom in the density residual; occupations fixed; spin none; net charge +1 e, with a uniform compensating background and no finite-size correction.

Cell vectors (angstrom)
a	10.938	0	0
b	0	10.938	0
c	0	0	32.3304

Atoms: element, x, y, z (angstrom)
Si	0.4647	-0.5563	24.7687
Si	5.5654	-0.2799	24.9191
Si	2.5781	2.9457	24.9425
Si	8.0621	2.9586	24.6754
Si	0.3475	5.2255	24.8379
Si	4.8463	6.0212	24.8283
Si	2.7131	8.2328	25.3181
Si	7.951	8.5564	24.7223
Si	1.3731	1.2726	26.0912
Si	6.7867	1.4467	26.0359
Si	4.0674	4.2212	26.2102
Si	9.5624	4.125	26.088
Si	1.2759	6.7759	26.3532
Si	6.7763	6.8901	26.0044
Si	4.1737	9.5968	26.462
Si	9.5844	9.5792	26.0991
Si	2.7165	0.0519	27.6039
Si	8.1988	0.0638	27.4661
Si	-0.0165	2.699	27.4775
Si	5.4589	2.7768	27.5041
Si	2.7108	5.4692	27.6385
Si	8.1723	5.5037	27.4537
Si	-0.0833	8.2217	27.5761
Si	5.5453	8.146	27.6111
Si	4.1018	1.3673	28.9122
Si	9.5708	1.3673	28.9122
Si	1.3673	4.1018	28.9122
Si	6.8362	4.1018	28.9122
Si	4.1018	6.8362	28.9122
Si	9.5708	6.8362	28.9122
Si	1.3673	9.5708	28.9122
Si	6.8362	9.5708	28.9122
Si	0	0	30.2794
Si	5.469	0	30.2794
Si	2.7345	2.7345	30.2794
Si	8.2035	2.7345	30.2794
Si	0	5.469	30.2794
Si	5.469	5.469	30.2794
Si	2.7345	8.2035	30.2794
Si	8.2035	8.2035	30.2794
Si	1.3673	1.3673	31.6467
Si	6.8362	1.3673	31.6467
Si	4.1018	4.1018	31.6467
Si	9.5708	4.1018	31.6467
Si	1.3673	6.8362	31.6467
Si	6.8362	6.8362	31.6467
Si	4.1018	9.5708	31.6467
Si	9.5708	9.5708	31.6467
Si	2.7345	0	0.6835
Si	8.2035	0	0.6835
Si	0	2.7345	0.6835
Si	5.469	2.7345	0.6835
Si	2.7345	5.469	0.6835
Si	8.2035	5.469	0.6835
Si	0	8.2035	0.6835
Si	5.469	8.2035	0.6835
Si	4.1018	1.3673	2.0507
Si	9.5708	1.3673	2.0507
Si	1.3673	4.1018	2.0507
Si	6.8362	4.1018	2.0507
Si	4.1018	6.8362	2.0507
Si	9.5708	6.8362	2.0507
Si	1.3673	9.5708	2.0507
Si	6.8362	9.5708	2.0507
Si	0	0	3.418
Si	5.469	0	3.418
Si	2.7345	2.7345	3.418
Si	8.2035	2.7345	3.418
Si	0	5.469	3.418
Si	5.469	5.469	3.418
Si	2.7345	8.2035	3.418
Si	8.2035	8.2035	3.418
Si	1.3029	1.415	4.735
Si	6.8825	1.3529	4.8738
Si	4.1895	4.0288	4.7279
Si	9.5488	4.0977	4.857
Si	1.3478	6.8466	4.7837
Si	6.8618	6.7903	4.7472
Si	4.1235	9.5631	4.7307
Si	9.6123	9.5487	4.8256
Si	2.8532	0.1688	5.9626
Si	8.2229	-0.0938	6.2658
Si	-0.0691	2.6572	6.231
Si	5.5888	2.8262	6.2623
Si	2.7145	5.3495	5.9353
Si	8.227	5.5382	6.2506
Si	0.0903	8.2195	6.2903
Si	5.4161	8.105	6.0302
Si	3.8492	1.7578	7.3885
Si	9.9193	0.9298	7.6042
Si	1.5764	3.8938	7.3474
Si	6.5863	4.5222	7.6592
Si	4.1748	6.5239	7.2715
Si	9.313	7.1657	7.6162
Si	1.4548	9.9219	7.3485
Si	6.8897	9.2226	7.4257
O	10.9863	5.8813	23.3554
O	4.5376	0.0384	23.6726
O	8.0516	8.1841	8.0378
O	2.7079	2.8267	7.9088
O	7.1462	4.0609	23.8531
O	1.6756	9.2638	24.5268
O	5.3465	5.5747	7.9335
O	0.3046	-0.0434	8.0065
O	7.0457	4.1929	9.2204
O	5.7664	9.7321	8.5606
O	9.9713	6.5235	8.9924
O	2.9734	9.5656	8.8629
O	4.2997	0.9941	8.7794
O	1.0118	4.7488	8.6292
O	9.2709	1.2958	9.0632
O	3.2017	6.997	8.5224
O	7.3912	6.2243	22.2379
O	8.8813	2.138	23.5029
O	5.0899	5.4929	23.2937
O	3.3206	2.4024	23.5729
O	10.9171	-0.2556	23.2199
O	3.7341	7.2112	24.4955
O	1.4386	4.0438	24.4994
O	6.7553	9.6531	24.3627
Si	14.6294	1.0589	22.7314
Si	-1.2861	2.5786	22.1307
Si	0.7155	11.5269	22.0197
Si	11.5862	0.7347	14.9191
Si	5.7431	-0.6705	11.9496
Si	11.6319	15.7269	12.5956
Si	9.3499	1.5341	10.6808
Si	5.268	4.0254	19.9577
Si	9.8024	8.0133	13.4381
Si	10.3881	-2.9755	16.3956
Si	10.7872	5.2473	9.6329
Si	-0.2976	5.4407	21.8128
Si	8.5074	-1.2648	11.4436
Si	8.7639	5.0169	13.154
Si	7.2177	3.5102	15.5454
Si	12.2425	6.021	15.3217
Si	5.6795	5.6466	17.2981
Si	4.4687	10.4117	9.2657
Si	13.4051	1.4443	18.6554
Si	9.6626	0.7423	19.8166
Si	-1.1277	2.2357	16.9391
Si	12.6113	9.8654	17.1552
Si	5.1573	1.1024	20.0093
Si	3.5612	7.7178	16.3879
Si	13.0128	4.1074	19.9855
Si	-3.6119	9.6528	19.7404
Si	8.3988	7.4307	21.8585
Si	2.5246	2.4015	13.3446
Si	5.615	-1.458	14.8172
Si	2.701	8.0474	9.6217
Si	-3.5764	-2.6595	16.9897
Si	0.7997	11.5921	11.9721
Si	6.4831	4.9612	22.6556
Si	1.5609	-7.1625	17.1676
Si	11.1058	8.8289	10.9108
Si	5.377	1.4053	14.0488
Si	8.1315	4.0448	10.4216
O	8.1304	2.5462	11.0452
O	5.6458	-1.7208	13.1904
O	9.8207	1.5242	18.3996
O	3.673	-6.6622	20.3242
O	-1.3836	8.9742	10.379
O	0.0893	0.175	20.561
O	1.0837	8.0376	9.7956
O	15.0262	2.3887	13.7855
O	17.8989	-1.2072	10.9908
O	12.5109	0.1386	18.2431
O	10.9247	6.4149	16.2255
O	10.3091	-2.3778	14.8713
O	7.8858	4.4207	14.3633
O	13.2448	12.1702	12.2111
O	6.7783	6.7705	16.9248
O	11.1176	11.1618	13.4304
O	12.9196	4.6402	15.8532
O	19.6745	-0.5364	19.4985
O	0.2911	13.0919	22.2859
O	5.9069	0.8253	12.5963
O	5.6722	2.5326	19.3862
O	-1.9719	1.7791	20.8819
O	5.0822	0.0895	14.9983
O	7.9564	5.0598	11.6968
O	12.5084	2.0664	14.6311
O	6.1565	4.1427	21.3082
O	1.7543	4.7131	18.4969
O	0.9074	10.2726	11.0263
O	3.8742	0.7382	19.0671
O	11.3389	8.873	17.3395
O	11.4938	5.4754	11.0968
O	10.891	12.7689	11.1705
O	3.0173	-2.0064	17.356
O	6.0588	4.3702	16.3273
O	-2.2417	8.1798	23.2942
O	0.9901	16.8562	13.7284
O	10.1579	4.1459	12.9567
O	5.7229	5.1288	18.8418
O	9.5894	4.1796	21.8546
O	4.2202	6.393	17.0938
O	3.4765	7.8963	11.0334
O	4.5062	-0.5931	10.8738
O	7.6289	8.4713	20.8444
O	1.8519	2.4414	19.8477
O	8.9528	-2.8895	17.1068
O	-1.1511	6.7463	21.2369
O	-2.3317	-1.9632	12.8956
O	8.9945	0.2557	11.5932
O	-0.6638	12.0786	15.8012
O	4.604	8.3664	15.3565
O	8.3648	2.9046	16.5524
O	2.3339	-3.6845	15.4423
O	-4.7404	10.7881	20.1202
O	9.6278	4.1155	9.7486
O	13.4663	2.45	17.3439
O	2.3278	0.3708	22.1327
O	11.0362	8.0854	12.3494
O	6.5193	2.2629	14.783
O	-1.7965	6.5397	13.548
O	-0.0163	3.4169	17.0009
O	11.9982	4.9246	21.0045
O	4.6622	1.4705	21.5123
O	7.001	-1.7507	15.6561
O	12.5146	-0.3899	15.6596
O	6.8046	-1.9392	18.3388
O	12.9246	3.7897	12.6534
H	3.6694	7.0047	11.3581

Results
free energy: -135753.430 eV
free energy less fixed offsets of H -15.97, O -568.88, Si -635.61 eV per atom: -2.130 eV

Forces (eV/angstrom), in the order of the atoms: element, x, y, z
Si	-0.027	0.0471	0.0199
Si	-0.041	0.0492	0.0669
Si	0.0232	-0.0412	0.021
Si	0.0017	-0.0081	0.0326
Si	-0.0417	0.0434	-0.0009
Si	0.0405	-0.0303	0.0196
Si	0.0093	-0.0145	0.059
Si	0.0305	-0.0275	0.0161
Si	0.0013	-0.0088	0.0083
Si	0.0038	-0.0117	-0.0001
Si	0.0212	0.0012	0.0037
Si	0.0063	0.0104	-0.0015
Si	0.008	0.0118	0.0129
Si	-0.0121	-0.0114	0.013
Si	-0.0082	-0.0006	-0.0029
Si	0.0108	-0.0033	0.012
Si	0.0032	0.0132	0.0246
Si	0.0017	0.0049	-0.0052
Si	0.0068	-0.0044	0.0015
Si	-0.013	-0.0058	0.0136
Si	-0.0042	-0.0059	0.031
Si	-0.0067	0.0081	0.0125
Si	-0.0104	0.009	0.0204
Si	-0.0016	-0.0055	0.0226
Si	0.0904	0.5406	0.1336
Si	-0.0852	0.0809	-0.2227
Si	-0.3188	-0.5488	0.129
Si	0.1231	0.1724	-0.3754
Si	0.1631	-0.0707	0.4761
Si	-0.6051	-0.1017	0.047
Si	-0.1946	0.007	0.0529
Si	0.5067	0.2268	-0.0574
Si	-0.0222	-0.0656	0.0024
Si	0.0592	0.0289	-0.0689
Si	0.0104	0.0099	0.0448
Si	0.0759	0.0109	-0.0483
Si	-0.0795	-0.1556	-0.0552
Si	-0.0906	0.0035	0.0322
Si	0.0787	-0.0149	-0.0257
Si	0.0658	0.0591	0.0487
Si	0.0571	0.0213	-0.0248
Si	-0.0548	-0.0106	-0.0275
Si	-0.0029	-0.0112	-0.0017
Si	-0.0105	0.0739	0.0001
Si	0.0151	0.0213	-0.0403
Si	-0.0292	0.0215	-0.0271
Si	-0.0624	0.0347	-0.0222
Si	0.0038	-0.0408	-0.0029
Si	0.0372	-0.0363	0.0179
Si	0.0084	0.0025	-0.0085
Si	-0.003	-0.0299	0.024
Si	0.0087	0.0028	0.0245
Si	0.0055	0.0163	0.0052
Si	0.0322	-0.0353	0.0083
Si	0.0192	0.0197	0.0273
Si	-0.0137	-0.0544	0.0275
Si	-0.1068	-0.0252	-0.0251
Si	-0.0174	-0.0326	0.0291
Si	0.0966	0.0799	0.03
Si	-0.0941	0.0415	-0.0415
Si	-0.0154	-0.0109	0.0486
Si	-0.0737	-0.03	-0.0166
Si	0.0281	-0.037	-0.0054
Si	0.0916	0.1548	0.034
Si	-0.2043	-0.1515	-0.1743
Si	0.3958	0.2708	0.1007
Si	0.1476	-0.1131	-0.3564
Si	-0.0332	-0.0005	0.4152
Si	-0.3153	-0.0806	0.2632
Si	0.2348	-0.221	-0.5074
Si	-0.2517	0.0573	-0.1171
Si	0.2851	-0.1029	0.0524
Si	-0.0595	0.0302	-0.0247
Si	-0.0072	0.0028	-0.0107
Si	-0.0067	0.0018	-0.0144
Si	-0.0075	0.0131	-0.0269
Si	0.0196	0.0192	-0.0127
Si	-0.0002	-0.0112	-0.0064
Si	0.0001	-0.0017	0.006
Si	0.0054	0.0263	0.0085
Si	0.0501	-0.0552	0.056
Si	-0.0144	-0.0111	0.0262
Si	0.0106	0.0035	0.0095
Si	-0.0101	-0.0079	0.0148
Si	0.0044	0.005	0.0167
Si	0.0048	0.0096	-0.001
Si	-0.0565	-0.0502	-0.0071
Si	-0.0077	0.0163	0.0401
Si	0.0248	0.0587	-0.0689
Si	-0.0072	0.0275	0.0104
Si	-0.0695	0.0537	-0.0268
Si	0.0469	-0.0271	0.0229
Si	0.0409	-0.0242	-0.0673
Si	0.0222	-0.0053	-0.028
Si	-0.3334	0.09	-0.2679
Si	-0.0166	-0.007	-0.0576
O	-0.0045	-0.0041	-0.0244
O	-0.0095	-0.0117	-0.0324
O	0.0021	0.003	0.0301
O	0.0409	-0.0535	0.0495
O	0.0048	0.0009	-0.0418
O	-0.0011	0.0075	-0.0614
O	-0.0454	0.0161	0.0247
O	0.007	-0.0314	-0.0233
O	-0.012	0.004	-0.0048
O	-0.0147	0.0226	0.0473
O	-0.0091	0.0025	0.0303
O	0.524	0.0028	0.369
O	0.0207	0.0279	0.0328
O	0.0351	-0.0169	0.0123
O	-0.0046	-0.0029	-0.0283
O	0.0153	-0.0995	0.026
O	0.0113	0.0044	-0.0227
O	-0.0057	0.0008	-0.0387
O	-0.0049	0.0028	-0.0213
O	-0.0043	0.0118	-0.0099
O	0.0003	-0.0011	-0.0246
O	0.0022	-0.0054	-0.0508
O	0.013	-0.0194	-0.0488
O	0.0107	-0.0184	-0.0657
Si	-0.022	0.005	0.0245
Si	0.0207	-0.009	0.0543
Si	0.0112	-0.0183	0.0502
Si	0.017	-0.0015	-0.0451
Si	-0.0437	0.0066	-0.1026
Si	0.014	0.024	-0.0896
Si	-0.0068	-0.0024	-0.0753
Si	0.0094	0.0347	0.0113
Si	0.0121	-0.0031	-0.0556
Si	-0.0071	-0.0019	-0.0224
Si	-0.0198	0.0179	-0.0339
Si	0.0167	0.0208	0.0593
Si	-0.0095	0.0005	-0.0988
Si	-0.0082	0.0002	-0.0705
Si	-0.0136	0.0074	-0.0435
Si	0.0063	0.012	-0.0387
Si	-0.0082	0.0017	-0.0579
Si	-0.1771	-0.1775	-0.1435
Si	-0.0275	-0.0139	-0.0168
Si	0.0301	0.004	-0.0166
Si	-0.0115	0.0049	-0.0436
Si	0.0158	-0.0117	-0.0243
Si	-0.0237	0.009	0.0257
Si	0.0033	-0.0001	-0.0317
Si	-0.0021	-0.0106	-0.0068
Si	-0.012	-0.0324	-0.0237
Si	0.0025	-0.006	0.0522
Si	0.0009	0.0133	-0.038
Si	-0.0128	-0.001	-0.0553
Si	-0.0437	0.1729	-0.1457
Si	0.0108	-0.0133	-0.0514
Si	0.0075	0.0003	-0.0646
Si	-0.0156	0.0278	0.0324
Si	-0.0004	0.0094	-0.0413
Si	0.0581	-0.0499	-0.1457
Si	-0.0004	-0.003	-0.0441
Si	0.0175	-0.0016	-0.0615
O	-0.007	0.0002	0.0474
O	0.0108	-0.0022	0.0417
O	-0.0025	-0.0052	0.0218
O	-0.0004	-0.002	-0.0065
O	-0.0125	-0.0076	0.0319
O	-0.0228	0.0058	-0.0175
O	-0.0644	-0.013	0.0798
O	0.0028	-0.0061	0.0188
O	0.0188	-0.0053	0.039
O	-0.0014	0.0141	0.0119
O	-0.0023	-0.0025	0.0122
O	0.0043	0.0018	0.0336
O	-0.005	-0.0082	0.0362
O	0.0125	-0.0034	0.0177
O	0.0004	0.0106	0.0198
O	-0.0122	-0.0001	0.0387
O	-0.0029	-0.0108	0.0275
O	-0.0043	0.0031	0.01
O	-0.016	0.022	-0.0273
O	0.0031	0.0203	0.0425
O	0.0097	-0.0058	-0.0102
O	-0.0127	-0.0009	-0.0161
O	0.0022	0.0021	0.0151
O	0.0014	0.0081	0.056
O	-0.0069	-0.0002	0.0233
O	-0.0043	-0.0048	-0.0188
O	0.0023	0.0064	0.0225
O	-0.0032	0.0395	0.0524
O	0.018	-0.0055	0.0076
O	0.0019	0.0058	0.0074
O	0.0126	-0.0137	0.0726
O	0.0201	0.0056	0.0388
O	-0.0064	0.0116	0.0097
O	0.0047	-0.0012	0.0201
O	-0.0057	-0.0066	-0.0375
O	0.0041	0.0011	0.0409
O	-0.0149	-0.0101	0.0314
O	0	-0.0161	0.0301
O	-0.0072	-0.0078	-0.0158
O	0.0018	-0.0015	0.0107
O	0.0046	0.0345	0.049
O	0.0641	-0.0074	0.1438
O	-0.0073	0.0115	-0.013
O	0.0023	0.0004	0.0008
O	-0.0046	0.0074	0.0082
O	0.0014	-0.01	-0.0238
O	0.0008	-0.0128	0.0558
O	-0.0038	0.001	0.0648
O	-0.0087	0.008	0.0339
O	0.0026	-0.0019	0.0244
O	0.0197	-0.0115	0.0211
O	-0.006	-0.0016	0.0215
O	0.0067	0.0067	0.0046
O	-0.0081	0.0002	0.0223
O	0.0055	-0.0016	0.0093
O	-0.002	0.0064	-0.015
O	-0.016	-0.0025	0.062
O	0.0121	0.0137	0.0248
O	0.0053	0.0069	0.0263
O	0.0043	-0.0049	0.0156
O	-0.0043	0.0012	-0.0065
O	0.014	-0.0063	-0.0286
O	0.0112	-0.0096	0.0365
O	-0.0047	0.0016	0.0153
O	0.012	0.016	0.0342
O	-0.0004	-0.0137	0.0282
H	0.0349	-0.0564	0.01

The program warned: the cutoff lies below the one the program advises for these potential files; the exchange-correlation potential is rough where the density is thin.
